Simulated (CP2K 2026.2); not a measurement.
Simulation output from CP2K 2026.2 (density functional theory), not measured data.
Periodic cell of 534 atoms, Si358O176, from a study of silicon, its oxide and their interface. The atomic structure is a simulated model.
Doubt: the forces sum to 2.70 eV/angstrom along one axis rather than to zero, so they err by at least 0.0051 eV/angstrom per atom on average; the grid cutoff is modest.

Settings: functional PBE; method Gaussian and plane waves; basis set DZVP-MOLOPT-SR-GTH; pseudopotentials GTH-PBE; grid cutoff 350 Ry, relative cutoff 50 Ry; k points Gamma only; occupations fixed; spin none; net charge 0.

Cell vectors (angstrom)
a 16.4025 0 0
b 0 16.4025 0
c 0 0 35.5446

Atoms and the computed forces on them: element, x, y, z (angstrom), force x, y, z (eV/angstrom)
Si 0.161 0.029 0.193 0.007 0.156 -0.016
Si 2.476 3.058 0.303 0.001 -0.049 -0.101
Si 0.27 5.145 0.125 0.129 -0.227 -0.189
Si 3.298 7.598 35.382 0.087 -0.217 0.256
Si 0.12 10.904 35.537 0.006 0.048 0.166
Si 2.254 14.082 0.148 0.087 0.045 -0.135
Si 5.763 16.091 0.025 0.042 -0.041 -0.036
Si 7.704 3.042 35.406 -0.082 0.113 0.157
Si 5.524 5.382 0.21 0.049 -0.051 -0.129
Si 7.942 8.559 35.282 0.139 -0.192 0.062
Si 5.622 10.785 35.375 -0.25 0.114 -0.103
Si 7.911 13.83 0.009 0.013 0.217 0.042
Si 11.225 16.377 35.543 -0.143 -0.268 0.062
Si 13.291 2.921 0.166 0.277 0.222 0.009
Si 11.09 5.171 0.093 0.165 0.111 -0.001
Si 13.382 8.494 35.472 0.051 -0.049 0.075
Si 11.319 10.888 35.362 0.062 -0.094 0.213
Si 13.559 14.206 35.455 -0.258 -0.061 0.217
Si 1.35 1.463 1.606 0.095 -0.02 -0.395
Si 4.106 4.155 1.594 -0.119 -0.202 -0.257
Si 1.522 6.747 1.322 0.052 0.048 -0.316
Si 4.094 9.502 1.159 0.123 -0.046 -0.168
Si 1.225 12.425 1.437 -0.015 -0.198 -0.285
Si 4.053 15.07 1.351 -0.039 0.042 -0.195
Si 6.809 1.376 1.328 -0.097 0.026 -0.137
Si 9.453 4.038 1.337 -0.153 -0.065 -0.347
Si 6.942 6.904 1.266 -0.001 0.231 -0.191
Si 9.591 9.685 1.11 0.093 0.032 -0.27
Si 6.705 12.328 1.325 0.031 -0.122 -0.185
Si 9.577 15.076 1.228 0.098 -0.006 -0.329
Si 12.202 1.415 1.571 0.072 -0.02 -0.206
Si 15.02 4.05 1.409 -0.161 -0.017 -0.327
Si 12.235 6.887 1.3 0.073 -0.032 -0.264
Si 15.088 9.526 1.301 -0.067 0.068 -0.279
Si 12.451 12.428 1.223 0.023 0.091 -0.349
Si 14.956 15.254 1.475 0.155 0.018 -0.303
Si 16.32 2.758 2.888 -0.109 -0.014 0.14
Si 2.78 0.056 2.814 0.051 -0.035 0.058
Si 0.053 8.147 2.645 0.049 -0.081 -0.071
Si 2.753 5.511 2.885 -0.054 0.052 0.187
Si 16.292 13.759 2.795 -0.131 0.122 0.122
Si 2.688 10.915 2.599 0.074 -0.069 -0.106
Si 5.463 2.685 2.796 -0.012 -0.105 0.027
Si 8.232 0.032 2.677 0.038 0.002 -0.038
Si 5.504 8.247 2.651 0.05 0.089 -0.035
Si 8.226 5.525 2.691 0.038 0.017 0.068
Si 5.357 13.643 2.72 -0.061 0.034 0.106
Si 8.216 10.993 2.59 -0.034 -0.068 0.068
Si 10.772 2.736 2.812 -0.117 0.005 0.146
Si 13.621 0.114 2.884 0.063 0.035 0.179
Si 10.861 8.266 2.618 -0.091 0.048 -0.006
Si 13.655 5.526 2.688 -0.005 0.004 0.006
Si 10.945 13.69 2.621 0.079 0.003 -0.074
Si 13.741 10.995 2.648 0.041 0.017 -0.025
Si 1.34 4.13 4.186 0.039 0.02 -0.026
Si 4.12 1.375 4.208 0.013 -0.001 -0.014
Si 1.365 9.561 4.023 -0.06 0.036 0.05
Si 4.165 6.909 4.127 -0.126 0.049 -0.058
Si 1.353 15.071 4.126 0.024 -0.031 -0.091
Si 4.032 12.244 4.062 0.051 0.052 0.011
Si 6.84 4.14 4.076 0.037 -0.053 -0.073
Si 9.501 1.341 4.183 0.01 0.019 -0.014
Si 6.871 9.62 4.026 -0.024 -0.093 -0.141
Si 9.57 6.889 4.068 -0.016 0.014 0.011
Si 6.815 15.032 4.021 -0.049 0.044 -0.05
Si 9.576 12.324 4.009 -0.002 0.037 -0.006
Si 12.25 4.146 4.07 0.006 0.024 -0.107
Si 14.997 1.406 4.265 0.01 0.027 -0.039
Si 12.289 9.619 3.977 0.026 0.011 -0.017
Si 15.055 6.849 4.067 -0.038 -0.087 0.001
Si 12.254 15.035 4.103 -0.017 -0.001 -0.063
Si 15.004 12.325 4.137 -0.024 -0.001 -0.018
Si 16.401 16.374 10.925 0.011 0.019 0.003
Si 2.738 2.72 10.939 -0.007 -0.023 0.005
Si 0.001 5.481 10.934 -0.009 -0.006 0.001
Si 2.729 8.216 10.935 -0.013 -0.008 0.001
Si 0.003 10.935 10.926 -0.005 -0.013 -0.001
Si 2.734 13.648 10.927 0.003 0.009 0.004
Si 5.457 16.371 10.935 0.012 0.017 0.008
Si 8.188 2.722 10.925 0.006 -0.014 0.002
Si 5.469 5.473 10.937 -0.004 -0.023 -0.003
Si 8.189 8.213 10.927 0.012 -0.012 -0.003
Si 5.449 10.927 10.931 0.008 0.015 0
Si 8.166 13.641 10.936 0.024 0.013 0
Si 10.916 16.386 10.924 -0.006 0.028 -0.001
Si 13.663 2.733 10.915 0.017 -0.024 -0.005
Si 10.916 5.476 10.915 0.014 -0.001 -0.009
Si 13.654 8.208 10.931 0.027 -0.002 -0.001
Si 10.912 10.923 10.941 0.015 -0.005 0.001
Si 13.656 13.647 10.931 0.018 -0.002 0.004
Si 1.382 1.32 12.292 -0.051 -0.002 -0.003
Si 4.12 4.084 12.305 -0.002 0.021 -0.007
Si 1.371 6.846 12.303 0.004 -0.011 -0.014
Si 4.08 9.583 12.317 -0.003 -0.049 0.006
Si 1.38 12.284 12.303 -0.009 0.016 0.002
Si 4.105 14.989 12.308 -0.02 0.04 0.008
Si 6.833 1.334 12.285 -0.007 0.023 -0.013
Si 9.56 4.096 12.273 -0.01 -0.007 -0.005
Si 6.827 6.849 12.303 0.02 -0.001 0.006
Si 9.536 9.569 12.32 0.007 -0.021 0.005
Si 6.801 12.278 12.316 -0.036 -0.017 0.006
Si 9.537 15.016 12.281 0.023 -0.019 -0.005
Si 12.311 1.34 12.27 0.01 0.047 0.003
Si 15.039 4.091 12.28 0.015 0.012 -0.005
Si 12.274 6.838 12.284 -0.006 -0.05 -0.016
Si 15.04 9.566 12.283 -0.01 0.011 -0.024
Si 12.289 12.282 12.303 -0.023 0.009 -0.001
Si 15.045 14.996 12.297 -0.024 0.008 0.01
Si 0.009 2.698 13.627 -0.006 -0.007 -0.001
Si 2.743 16.344 13.675 0.021 0.004 -0.004
Si 0.013 8.232 13.663 -0.043 -0.026 0.028
Si 2.75 5.468 13.65 -0.022 -0.026 0.015
Si 0.018 13.632 13.675 0.01 -0.001 -0.013
Si 2.73 10.947 13.718 -0.049 0.004 -0.008
Si 5.493 2.696 13.663 0.034 -0.061 0.029
Si 8.16 16.348 13.664 -0.01 0.069 0.022
Si 5.454 8.22 13.672 -0.024 0.018 -0.047
Si 8.2 5.462 13.647 -0.003 -0.019 0.003
Si 5.434 13.614 13.713 0.053 0.01 -0.01
Si 8.15 10.919 13.7 0.022 0.009 -0.001
Si 10.933 2.709 13.608 0.023 -0.019 -0.014
Si 13.667 16.362 13.646 0.049 0.015 0.009
Si 10.903 8.187 13.67 0.004 -0.004 0.017
Si 13.654 5.465 13.619 -0.002 0.006 -0.007
Si 10.898 13.652 13.643 -0.007 0.042 -0.014
Si 13.672 10.909 13.658 0.059 -0.047 0.003
Si 1.401 4.049 14.973 -0.014 0.024 -0.024
Si 4.144 1.29 15.019 0.022 0.052 -0.013
Si 1.352 9.596 15.085 0.039 -0.024 0.053
Si 4.105 6.846 15.027 0.009 -0.017 0.032
Si 1.404 14.961 15.067 -0.065 -0.002 0.027
Si 4.08 12.28 15.149 0.005 0.019 0.139
Si 6.875 4.072 15.018 0.013 0.035 -0.015
Si 9.581 1.317 14.953 0 0.035 0.007
Si 6.765 9.577 15.097 -0.004 -0.075 0.071
Si 9.529 6.825 15.049 0.019 -0.009 0.058
Si 6.803 14.973 15.07 -0.047 -0.02 -0.001
Si 9.512 12.321 15.024 0.024 -0.018 0.012
Si 12.296 4.076 14.968 0.026 -0.009 0.053
Si 15.061 1.317 14.997 0.001 0 -0.011
Si 12.294 9.545 15.014 -0.039 0.025 0.016
Si 15.016 6.849 14.962 0.022 -0.03 -0.017
Si 12.283 14.994 15.003 -0.056 -0.061 0.015
Si 15.062 12.246 15.029 -0.034 0.055 0.024
Si 0.052 16.366 16.37 -0.009 -0.069 -0.005
Si 2.81 2.697 16.333 -0.003 -0.05 -0.046
Si 16.388 5.437 16.233 -0.023 0.011 0.197
Si 2.766 8.237 16.411 -0.068 0.02 0.105
Si 16.384 10.939 16.515 0.023 -0.008 0.017
Si 2.703 13.62 16.572 0.083 0.021 0.037
Si 5.418 16.289 16.46 0.049 -0.008 0.089
Si 8.3 2.701 16.342 0.025 -0.094 0.038
Si 5.487 5.449 16.348 0.041 0.005 -0.042
Si 8.108 8.163 16.431 0.002 0.118 0.017
Si 5.441 10.932 16.572 -0.08 0.008 0.021
Si 8.16 13.635 16.477 0.007 -0.008 0.038
Si 10.878 16.335 16.352 0.071 0.105 0.059
Si 13.641 2.663 16.309 -0.016 0.081 0.141
Si 10.954 5.445 16.358 -0.057 -0.046 -0.064
Si 13.667 8.179 16.386 0.02 -0.05 0.018
Si 10.909 10.952 16.314 -0.002 -0.028 0.085
Si 13.657 13.599 16.33 0.071 0.015 0.073
Si 1.523 1.289 17.689 0.055 -0.059 0.006
Si 4.185 4.05 17.69 0.015 0.016 0.061
Si 1.337 6.801 17.599 -0.13 -0.14 -0.146
Si 4.053 9.55 17.968 -0.033 -0.064 0.113
Si 1.332 12.263 18.007 0.041 0.016 0.04
Si 4.044 14.985 18.019 -0.001 0.005 0.172
Si 6.951 1.253 17.619 0.071 -0.02 -0.169
Si 9.694 4.032 17.758 0.066 -0.104 0.068
Si 6.769 6.743 17.834 -0.046 0.095 0.068
Si 9.5 9.635 17.655 -0.146 0.115 -0.19
Si 6.811 12.331 17.957 -0.066 0.038 -0.051
Si 9.554 15.005 17.811 -0.054 -0.011 -0.055
Si 12.255 1.29 17.687 -0.053 -0.022 -0.207
Si 15.039 4.06 17.6 0.048 0.181 -0.207
Si 12.296 6.802 17.732 0.148 -0.065 0.026
Si 14.964 9.548 17.815 0.016 0.071 0.046
Si 12.283 12.255 17.727 0 -0.06 0.012
Si 15.035 14.972 17.657 0.012 -0.088 -0.184
Si 0.099 2.679 18.825 -0.093 0.134 0.187
Si 2.677 0.074 19.408 0.102 -0.02 0.296
Si 16.372 8.102 19.02 -0.046 -0.158 0.024
Si 2.715 5.429 18.909 -0.135 -0.029 0.024
Si 16.271 13.723 19.215 -0.122 0.007 0.214
Si 2.632 10.834 19.499 0.035 -0.185 0.255
Si 5.649 2.626 18.904 -0.034 0.103 0.27
Si 8.194 16.38 19.171 -0.074 0.035 0.153
Si 5.388 8.078 19.33 -0.089 -0.018 0.236
Si 8.242 5.325 19.072 -0.097 -0.158 0.374
Si 5.455 13.618 19.479 -0.025 0.055 0.146
Si 8.26 10.967 19.214 0.209 -0.022 0.297
Si 11.067 2.635 19.201 0.023 0.001 0.264
Si 13.657 16.326 18.945 -0.059 -0.062 0.39
Si 10.836 8.233 18.9 0.047 -0.027 0.243
Si 13.673 5.353 19.05 0.015 -0.131 0.053
Si 11.004 13.689 19.106 0.097 0.044 0.272
Si 13.517 10.843 19.212 -0.04 0.057 0.215
Si 1.18 4.232 20.187 0.151 -0.108 0.318
Si 4.511 1.366 20.486 -0.144 -0.02 -0.262
Si 1.285 9.081 20.658 0.258 -0.013 -0.302
Si 3.632 6.794 20.545 0.177 0.264 -0.276
Si 0.741 15.478 20.628 -0.067 0.43 -0.285
Si 4.023 12.226 20.94 0.159 -0.069 -0.43
Si 7.182 3.656 20.402 0.126 0.333 -0.112
Si 9.422 1.493 20.51 0.032 0.12 0.078
Si 7.204 9.207 20.423 -0.06 -0.113 0.189
Si 9.411 6.962 20.233 0.113 -0.14 0.237
Si 6.602 15.412 20.681 -0.142 0.103 -0.124
Si 9.888 12.253 20.575 -0.015 -0.066 -0.239
Si 12.945 3.574 20.433 -0.049 0.178 0.027
Si 15.113 1.337 20.06 0.027 -0.034 0.182
Si 11.747 9.712 20.485 0.119 -0.065 0.047
Si 15.274 6.472 20.301 -0.185 -0.023 0.428
Si 12.566 14.876 20.485 -0.022 0.053 -0.099
Si 14.615 12.523 20.473 -0.017 0.118 -0.084
Si 3.927 14.086 24.974 0.138 -0.048 0.353
Si 3.564 3.321 24.778 -0.148 -0.021 0.313
Si 1.427 4.526 23.165 -0.086 0.014 0.25
Si 2.085 7.166 29.816 0.031 -0.078 -0.156
Si 15.344 10.378 22.626 -0.112 -0.085 0.134
Si 4.975 11.482 23.871 -0.078 0.017 0.43
Si 6.2 15.902 27.437 0.09 0.08 0.187
Si 11.38 0.432 22.704 0.058 0.15 -0.07
Si 4.808 4.106 22.082 0.071 0.046 0.044
Si 5.837 12.753 29.879 0.076 0.104 -0.231
Si 7.463 10.856 22.989 0.122 -0.304 0.474
Si 8.196 13.672 22.709 0.022 -0.086 0.048
Si 5.592 3.711 29.439 -0.061 -0.003 -0.054
Si 12.163 3.297 23.205 -0.067 0.149 0.387
Si 12.956 6.854 24.834 -0.027 0.07 0.323
Si 7.96 5.343 26.247 0.049 -0.017 0.104
Si 10.975 7.521 22.623 0.048 -0.061 0.098
Si 1.632 15.664 27.676 0.054 0.004 0.139
Si 1.687 7.222 24.222 -0.061 -0.086 0.291
Si 1.452 9.133 33.615 0.099 0.219 -0.278
Si 13.738 12.893 30.771 -0.072 0.037 -0.318
Si 2.032 13.702 22.683 -0.089 0.015 0.196
Si 2.823 9.723 25.324 -0.047 -0.212 0.206
Si 4.067 0.502 25.968 -0.048 0.156 0.165
Si 4.575 1.336 30.879 -0.087 -0.065 -0.33
Si 9.837 3.37 24.995 -0.014 0.068 0.181
Si 4.901 5.118 26.86 -0.012 0.007 0.048
Si 13.858 11.787 26.967 -0.072 -0.122 0.022
Si 13.04 3.647 28.835 0.095 0.055 -0.114
Si 10.722 1.592 28.327 0.083 0.001 -0.027
Si 10.301 0.489 25.592 -0.129 0.255 0.263
Si 12.991 9.896 24.578 -0.052 -0.17 0.351
Si 15.496 6.317 23.319 -0.03 -0.082 0.169
Si 0.795 11.669 24.455 0.096 0.042 0.48
Si 0.108 0.568 30.088 0.116 0.085 -0.07
Si 16.206 13.504 26.645 0.023 0.088 0.178
Si 13.374 6.607 29.641 0.249 -0.056 -0.097
Si 15.988 6.037 30.858 0.061 -0.236 -0.47
Si 15.941 11.764 28.895 -0.005 -0.224 0.035
Si 8.389 3.558 28.649 0.104 -0.041 -0.062
Si 3.86 13.812 27.961 0.042 -0.134 0.085
Si 2.385 15.927 31.735 0.051 0.174 -0.284
Si 12.489 4.242 25.99 0.027 0.173 0.156
Si 4.313 8.926 30.616 0.01 -0.063 -0.322
Si 9.839 9.636 24.437 0.105 -0.113 0.239
Si 15.358 3.01 30.879 0.212 0.133 -0.365
Si 8.393 14.41 25.87 -0.003 0.093 0.451
Si 9.861 5.068 32.924 -0.035 0.112 -0.295
Si 7.654 5.134 30.926 -0.011 -0.036 -0.275
Si 7.335 8.169 29.826 -0.16 -0.062 -0.243
Si 9.335 14.355 31.075 -0.034 0.251 -0.18
Si 9.409 12.069 33.276 -0.031 0.157 -0.007
Si 13.828 16.02 31.262 -0.055 0.038 -0.397
Si 11.584 11.454 28.944 0.051 0.057 -0.069
Si 2.163 13.098 32.802 0.016 0.095 -0.236
Si 15.458 7.188 33.657 -0.154 -0.209 -0.136
Si 2.894 7.262 26.859 -0.063 0.023 0.105
Si 14.802 1.247 33.489 0.121 0.051 -0.095
Si 4.602 11.225 32.38 -0.003 -0.097 -0.231
Si 1.574 9.845 30.446 0.117 0.022 -0.455
Si 3.901 1.226 33.632 -0.103 0.092 -0.04
Si 8.875 8.248 26.952 0.006 -0.11 0.206
Si 8.967 9.027 32.451 0.1 -0.203 -0.321
Si 6.802 15.676 30.323 0.021 0.015 -0.094
Si 10.917 0.325 31.015 0.18 -0.125 -0.272
Si 11.167 7.301 31.294 0.094 0.108 -0.19
Si 11.398 8.299 28.612 -0.039 -0.041 -0.16
Si 8.753 12.793 28.561 -0.076 0.092 -0.033
Si 9.799 2.002 33.362 0.06 -0.196 -0.06
Si 15.359 12.626 33.354 0.055 -0.021 -0.128
O 16.113 0.917 34.402 0.114 0.162 0.106
O 13.686 1.928 34.451 -0.235 0.077 0.226
O 15.895 5.781 34.353 -0.077 0.237 0.099
O 8.313 2.238 34.052 -0.337 -0.034 -0.06
O 12.803 7.257 31.064 0.027 0.057 0.202
O 15.576 7.036 32.052 -0.228 0.155 0.368
O 2.713 8.142 33.922 0.118 -0.148 0.017
O 1.483 10.384 34.687 -0.134 -0.043 0.055
O 15.444 11.345 34.355 0.112 0.016 0.332
O 14.32 12.238 32.149 0.209 -0.266 0.335
O 3.077 11.845 32.255 -0.114 0.096 0.017
O 2.758 13.398 34.284 -0.072 0.171 0.245
O 2.533 14.313 31.767 0.13 -0.104 0.071
O 1.387 4.043 35.038 -0.265 0.028 0.506
O 6.862 14.986 34.929 -0.242 -0.031 0.524
O 6.512 4.201 34.974 0.125 -0.189 0.487
O 1.088 8.462 29.728 0.087 0.043 0.14
O 4.432 6.406 34.926 0.004 0.34 0.258
O 8.404 8.145 33.72 -0.184 -0.197 0.336
O 6.723 9.628 34.964 0.173 0.09 0.101
O 5.137 11.444 33.906 -0.007 0.028 0.541
O 4.629 9.6 32.075 -0.202 -0.196 0.321
O 8.443 12.882 34.308 0.222 0.187 -0.102
O 5.17 0.402 34.215 0.025 0.25 -0.061
O 4.367 2.066 32.316 -0.091 -0.142 0.392
O 10.648 1.021 34.376 0.232 0.035 0.135
O 12.315 4.139 35.096 -0.343 -0.01 0.478
O 10.764 5.821 31.803 -0.072 -0.384 0.317
O 10.522 8.498 32.21 -0.104 0.105 0.205
O 10.188 5.775 34.36 -0.041 0.197 0.386
O 13.979 7.663 34.158 0.149 0.079 -0.141
O 12.519 0.593 31.135 0.034 0.119 -0.084
O 9.41 12.968 31.911 -0.137 -0.121 0.042
O 10.846 11.792 34.026 0.134 -0.126 0.285
O 14.613 13.802 34.227 -0.163 0.254 -0.096
O 12.343 15.269 34.909 0.088 0.062 0.47
O 2.226 5.973 23.312 0 0.077 -0.328
O 1.697 3.805 21.725 0.092 0.003 -0.31
O 4.207 2.668 21.5 -0.373 -0.301 0.061
O 3.8 1.722 24.946 -0.027 -0.053 -0.005
O 2.464 7.911 21.149 0.133 0.161 -0.21
O 15.158 11.796 21.847 -0.015 -0.044 0.118
O 4.23 5.543 21.491 -0.064 0.191 0.316
O 3.887 4.02 26.216 -0.106 -0.132 -0.084
O 4.519 11.366 22.292 0.08 -0.042 -0.258
O 0.953 14.773 22.111 -0.148 -0.08 0.387
O 6.433 10.852 24.24 -0.102 -0.006 0.056
O 3.132 13.516 21.491 0.149 -0.077 0.141
O 6.412 4.187 21.767 -0.215 0.013 0.031
O 8.314 2.621 21.037 0 0.051 -0.247
O 8.418 13.866 24.328 0.04 -0.259 -0.387
O 9.992 0.807 21.915 -0.088 -0.15 -0.003
O 8.987 10.669 23.509 -0.209 0.287 -0.162
O 6.895 9.755 21.951 0.198 -0.034 -0.154
O 10.245 6.482 21.601 -0.001 0.18 -0.442
O 8.283 8.013 20.826 -0.079 0.261 -0.612
O 7.419 14.956 22.062 0.216 -0.102 -0.167
O 5.534 0.222 21.194 0.062 -0.123 -0.372
O 9.569 13.284 21.873 0.048 -0.017 -0.243
O 10.904 11.028 21.085 0.105 -0.075 -0.46
O 14.414 6.261 24.504 0.28 -0.284 -0.021
O 12.562 4.211 21.922 -0.006 -0.199 -0.047
O 14.205 2.522 20.823 -0.436 0.069 -0.446
O 16.062 0.321 21.017 0.139 -0.056 -0.386
O 13.844 9.865 23.152 0.14 -0.061 -0.283
O 11.801 8.672 21.787 0.026 0.199 -0.17
O 0.078 5.389 20.547 0.057 -0.027 -0.407
O 14.815 6.748 21.896 -0.142 0.131 -0.468
O 13.569 13.684 21.057 0.35 -0.345 -0.294
O 12.089 15.621 21.887 -0.006 0.07 -0.186
O 2.608 14.314 24.066 -0.216 0.16 -0.082
O 16.067 10.61 24.049 -0.101 -0.286 0.171
O 2.682 0.151 26.787 -0.111 0.135 -0.129
O 0.418 15.006 26.784 -0.058 0.027 -0.291
O 4.559 4.015 23.69 0 0.175 -0.207
O 2.001 3.538 24.335 -0.072 -0.082 -0.071
O 11.705 9.837 29.04 0.048 -0.093 0.335
O 0.151 7.486 23.776 0.067 0.198 -0.08
O 0.556 10.988 29.9 0.034 0.103 0.136
O 3.034 8.893 26.721 0.038 0.005 0.12
O 0.467 12.601 27.849 0.069 0.052 -0.1
O 16.391 9.493 21.685 0.481 -0.306 -0.062
O 1.537 12.184 23.082 -0.019 0.001 0.043
O 4.966 13.079 24.241 -0.025 -0.114 0.139
O 6.984 15.142 26.232 0.145 -0.201 -0.286
O 5.399 0.842 26.901 -0.117 0.037 0.247
O 4.532 2.516 29.758 -0.07 -0.104 0.164
O 12.356 1.742 22.75 0.323 -0.283 -0.064
O 6.369 5.052 26.182 0.013 -0.135 0.04
O 4.362 6.628 26.561 0.041 0.146 0.058
O 9.505 15.571 26.071 -0.015 -0.067 -0.193
O 13.662 11.006 25.559 0.173 0.163 0.073
O 7.283 12.355 22.366 -0.254 0.193 -0.052
O 8.578 4.83 27.658 -0.001 0.14 0.03
O 11.749 2.681 28.946 -0.082 -0.056 0.248
O 8.289 6.937 26.168 -0.046 -0.08 -0.198
O 9.274 2.308 28.162 -0.077 -0.016 0.03
O 8.618 4.443 25.049 0.189 -0.045 0.051
O 10.579 3.545 23.554 0.082 0.003 -0.227
O 16.24 4.851 23.357 -0.12 0.203 0.093
O 12.41 5.88 26.021 -0.284 0.166 0.084
O 13.04 3.653 24.555 0.08 0.04 -0.3
O 0.222 12.994 25.17 0.199 -0.066 -0.464
O 9.904 8.194 23.671 0.041 -0.055 -0.355
O 12.018 6.672 23.522 0.128 -0.164 0.017
O 11.374 10.235 24.519 -0.18 0.363 -0.01
O 4.52 15.587 25.118 0.171 -0.2 -0.001
O 14.222 2.991 29.717 -0.012 -0.136 -0.028
O 3.332 2.272 34.7 0.109 0.064 -0.028
O 2.51 8.631 24.127 -0.122 -0.015 -0.232
O 1.769 6.744 25.794 0.161 0.072 -0.279
O 4.917 4.839 28.473 0.068 0.172 0.07
O 2.442 6.72 28.309 0.114 0.044 -0.004
O 15.005 6.475 29.614 0.077 0.184 -0.075
O 2.478 14.509 28.501 0.002 0.088 0.33
O 4.085 10.587 24.87 0.315 0.259 0.064
O 3.559 13.374 26.411 0.039 0.05 -0.27
O 0.511 12.921 32.831 -0.156 -0.152 -0.072
O 4.991 14.954 27.93 -0.096 0.067 -0.112
O 0.858 0.226 28.709 -0.047 0.32 -0.13
O 10.946 3.715 26.168 -0.133 -0.102 0.034
O 6.843 3.038 28.629 -0.075 0.007 -0.18
O 7.453 6.568 30.152 -0.135 -0.031 -0.215
O 6.175 4.406 30.819 -0.086 0.092 0.213
O 3.468 7.501 30.652 0.177 0.148 0.178
O 3.173 9.986 29.984 -0.085 0.148 -0.089
O 8.664 13.217 26.977 -0.12 0.026 -0.211
O 5.995 0.542 30.925 -0.095 -0.111 0.103
O 10.531 0.42 29.436 -0.313 -0.003 -0.07
O 11.2 0.934 26.904 -0.093 0.05 0.035
O 13.421 3.749 27.237 -0.06 0.049 -0.062
O 8.079 15.39 31.307 0.075 -0.069 -0.036
O 11.136 0.031 24.27 -0.04 -0.279 -0.275
O 9.369 1.804 25.2 0.104 -0.115 0.059
O 13.066 8.412 25.286 0.025 0.09 0.081
O 10.468 8.083 27.308 0.102 0.114 -0.158
O 8.967 9.465 25.838 0.068 0.309 0.048
O 8.114 8.914 31.052 0.162 -0.003 0.265
O 14.371 16.242 32.783 -0.295 -0.287 0.284
O 1.664 10.833 25.552 -0.179 0.252 -0.044
O 14.952 0.069 30.146 -0.183 0.151 -0.157
O 0.217 2.195 30.238 0.009 0.081 -0.108
O 12.707 5.126 29.427 0.141 0.053 -0.076
O 14.994 2.309 32.284 -0.057 -0.11 0.142
O 12.363 12.14 30.239 0.167 -0.073 -0.012
O 12.862 7.585 28.435 0.075 0.196 0.024
O 1.11 15.188 35.18 0.293 0.103 0.543
O 15.695 4.519 31.297 0.181 0.098 0.05
O 14.571 13.265 26.734 0.042 -0.065 0.1
O 12.376 12.005 27.621 0.097 0.116 0.043
O 0.079 8.38 34.051 0.158 -0.028 -0.105
O 3.384 0.231 30.626 0.048 0.086 0.128
O 0.845 16.256 31.349 0.04 -0.354 0.378
O 14.856 10.906 27.976 0.102 0.201 0.102
O 1.184 6.012 30.509 0.002 -0.112 -0.033
O 7.16 16.079 28.756 0.183 -0.137 -0.009
O 2.746 0.156 33.194 -0.15 0.087 0.276
O 5.931 14.299 30.386 -0.192 -0.068 0.151
O 7.254 12.32 29.107 -0.041 -0.238 0.121
O 1.425 9.645 32.064 0.134 -0.007 0.632
O 14.994 12.796 29.731 -0.005 0.231 0.13
O 5.742 8.665 29.824 -0.149 -0.03 0.151
O 5.579 11.858 31.214 -0.112 0.026 0.083
O 4.518 12.622 28.878 0.076 0.246 0.057
O 9.246 14.044 29.476 -0.045 0.057 0.113
O 7.978 8.515 28.328 -0.184 0.204 0.088
O 8.727 4.159 30.132 -0.169 0.258 0.013
O 10.552 7.545 29.793 -0.096 -0.213 0.065
O 8.284 5.241 32.436 0.009 -0.229 0.211
O 10.343 3.52 33.093 0.048 -0.153 -0.198
O 8.868 10.591 32.876 0.178 0.194 0.085
O 12.376 9.68 34.84 -0.001 -0.145 0.337
O 9.967 11.706 28.769 0.14 -0.152 0.283
O 9.946 1.305 31.884 -0.301 0.065 0.322
O 10.671 15.18 31.473 0.05 0.112 -0.06
O 13.419 14.474 30.985 -0.094 -0.049 0.322
Si 0.001 0.007 5.533 -0.019 0.049 0.013
Si 2.727 2.757 5.52 -0.031 -0.043 0.023
Si 16.375 5.502 5.509 -0.014 0.01 -0.012
Si 2.735 8.244 5.452 0.072 -0.004 -0.032
Si 0.001 10.925 5.434 0.018 0.03 -0.056
Si 2.707 13.646 5.454 -0.061 -0.028 -0.05
Si 5.495 16.371 5.486 -0.01 0.029 -0.028
Si 8.162 2.763 5.492 0.011 -0.012 -0.02
Si 5.487 5.492 5.471 -0.026 -0.007 0.003
Si 8.19 8.236 5.432 -0.003 -0.009 -0.049
Si 5.468 10.937 5.42 0.002 0.001 -0.056
Si 8.192 13.671 5.404 0.04 -0.001 -0.079
Si 10.905 16.385 5.5 -0.007 0.012 -0.007
Si 13.595 2.799 5.515 0.032 -0.044 0.003
Si 10.92 5.515 5.456 0.01 0.033 -0.045
Si 13.65 8.24 5.392 0.054 0.035 -0.079
Si 10.93 10.954 5.403 -0.004 -0.009 -0.101
Si 13.623 13.679 5.484 -0.006 -0.029 -0.017
Si 1.369 1.379 6.881 0.014 -0.005 -0.006
Si 4.11 4.13 6.851 -0.023 0.013 -0.01
Si 1.371 6.87 6.835 -0.029 -0.022 -0.005
Si 4.109 9.59 6.817 -0.038 -0.013 0.019
Si 1.347 12.287 6.825 0.017 0.009 -0.014
Si 4.095 15.007 6.82 0.04 -0.012 -0.01
Si 6.824 1.367 6.854 -0.038 0.03 0.019
Si 9.559 4.13 6.829 0.002 -0.018 -0.025
Si 6.846 6.864 6.824 -0.006 -0.022 0.006
Si 9.566 9.593 6.789 0.006 -0.021 0.029
Si 6.831 12.307 6.788 -0.027 0.014 -0.009
Si 9.535 15.01 6.833 0.005 0.03 0.011
Si 12.264 1.374 6.855 0.005 0.018 -0.022
Si 15.006 4.133 6.867 -0.028 0.031 0.005
Si 12.303 6.878 6.805 -0.007 -0.052 -0.013
Si 15.019 9.573 6.8 -0.032 -0.004 -0.017
Si 12.27 12.293 6.826 -0.003 0.048 0.03
Si 15.01 15.029 6.852 0.035 -0.004 -0.014
Si 16.387 2.75 8.218 0.002 -0.028 0.006
Si 2.741 16.383 8.203 -0.038 0.028 0.008
Si 16.386 8.22 8.191 0.022 0.002 -0.008
Si 2.732 5.493 8.208 0.006 -0.015 0.003
Si 16.386 13.652 8.196 -0.026 -0.009 0.016
Si 2.731 10.936 8.186 0.029 0.027 0.015
Si 5.457 2.737 8.212 -0.003 -0.026 0.01
Si 8.188 16.39 8.205 0.023 0.013 0.002
Si 5.463 8.214 8.19 -0.014 -0.033 -0.003
Si 8.195 5.49 8.198 0.001 0 0
Si 5.464 13.648 8.181 -0.007 0.025 0.005
Si 8.19 10.941 8.17 0.014 -0.006 -0.012
Si 10.906 2.748 8.205 0.007 -0.012 0.006
Si 13.648 0.001 8.208 0.017 0.025 0.011
Si 10.922 8.228 8.174 0.021 0.008 -0.007
Si 13.644 5.507 8.207 0.048 -0.015 -0.001
Si 10.905 13.649 8.202 0 -0.016 -0.001
Si 13.653 10.932 8.183 0.01 0.002 -0.003
Si 1.371 4.11 9.576 -0.013 0.013 0
Si 4.1 1.35 9.572 -0.008 0.01 0.012
Si 1.364 9.574 9.555 -0.025 -0.009 -0.006
Si 4.104 6.851 9.574 -0.012 -0.002 0.006
Si 1.366 15.011 9.557 0 0.005 -0.004
Si 4.098 12.291 9.554 -0.012 -0.007 0.01
Si 6.833 4.109 9.564 0 -0.007 -0.011
Si 9.555 1.36 9.563 0.015 0.025 0.002
Si 6.827 9.578 9.554 -0.012 -0.014 -0.009
Si 9.562 6.858 9.553 -0.001 -0.034 -0.007
Si 6.818 15.013 9.559 -0.02 0.023 -0.002
Si 9.543 12.285 9.57 -0.001 0.022 0.008
Si 12.288 4.112 9.559 -0.006 -0.002 -0.01
Si 15.032 1.357 9.568 0 0.015 0.009
Si 12.286 9.573 9.561 -0.002 -0.016 -0.009
Si 15.03 6.851 9.569 -0.025 -0.025 0
Si 12.284 15.017 9.563 -0.007 0.01 -0.005
Si 15.023 12.287 9.56 0.006 0.018 0.002

Results
total energy: -115459.993 eV
total energy less fixed offsets of O -438.35, Si -107.03 eV per atom: 6.347 eV
